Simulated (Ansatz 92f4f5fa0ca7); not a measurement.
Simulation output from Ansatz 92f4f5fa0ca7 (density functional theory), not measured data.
Periodic cell of 223 atoms, Si132O89Al1F1, from a study of silicon, its oxide and their interface. The atomic structure is a simulated model.
Doubt: the cutoff is far below the 930 eV that the study's wrapper takes by default for these files, so forces and energies are approximate.
This geometry differs little from another in the collection (a relaxation step or a small displacement).

Settings: functional PBE; potential files Ansatz PAW; basis plane waves; wave-function cutoff 580 eV; density cutoff ratio 5; exchange-correlation grid ratio 1; k mesh 1 x 1 x 1, Gamma-centred; self-consistency stop 5e-08 eV per atom in the density residual; occupations fixed; spin none; net charge 0.

Cell vectors (angstrom)
a	10.938	0	0
b	0	10.938	0
c	0	0	32.4073

Atoms and the computed forces on them: element, x, y, z (angstrom), force x, y, z (eV/angstrom)
Si	0.2749	-0.1798	24.9584	0.0137	-0.0073	-0.0143
Si	5.1879	0.4709	24.9518	0.0008	0.0237	-0.0391
Si	2.8788	2.6485	25.0318	0.0268	-0.0265	-0.0243
Si	7.9201	2.9898	24.9346	-0.0057	0.0005	-0.0142
Si	-0.223	5.7631	24.9271	-0.0013	0.0059	-0.0216
Si	5.7153	5.252	24.9477	0.0074	-0.0084	-0.0131
Si	2.4966	8.5112	24.9083	-0.0122	0.0151	-0.0122
Si	8.4656	8.0005	24.8457	0.0049	0.0005	-0.0169
Si	1.3669	1.3951	26.3159	0.0168	-0.014	-0.0024
Si	6.8067	1.4568	26.3259	-0.0027	0.0064	-0.008
Si	4.1119	4.1713	26.3105	0.0131	-0.0045	-0.0148
Si	9.5583	4.1417	26.2085	-0.0068	0.0061	-0.0066
Si	1.3561	6.9156	26.2524	-0.0043	0.0082	-0.0114
Si	6.8731	6.8702	26.2085	0.0095	-0.0057	-0.009
Si	4.1227	9.6502	26.1796	-0.013	0.0032	0.0004
Si	9.5737	9.5962	26.2112	0.0081	-0.0069	-0.0138
Si	2.7497	0.0062	27.6397	0.0004	0.0133	-0.0094
Si	8.1917	0.0124	27.5984	-0.0003	0.0002	0.0039
Si	-0.0375	2.7614	27.6111	-0.001	0.0005	0.0038
Si	5.4332	2.7778	27.6859	-0.0071	0.0007	0.0004
Si	2.7058	5.521	27.6202	-0.0046	-0.0034	0.0077
Si	8.1996	5.4859	27.6214	-0.0042	0.0017	-0.003
Si	-0.0294	8.235	27.6372	-0.0026	0.0023	-0.0019
Si	5.463	8.2279	27.565	-0.0025	-0.0053	0.001
Si	4.1018	1.3673	28.9891	-0.0673	-0.0146	0.3747
Si	9.5708	1.3673	28.9891	-0.116	0.0303	-0.0943
Si	1.3673	4.1018	28.9891	-0.1053	0.0897	-0.1473
Si	6.8362	4.1018	28.9891	0.0736	0.2428	0.2576
Si	4.1018	6.8362	28.9891	0.0557	0.2736	-0.1806
Si	9.5708	6.8362	28.9891	-0.0289	0.0213	0.1148
Si	1.3673	9.5708	28.9891	0.0171	0.0519	0.0953
Si	6.8362	9.5708	28.9891	-0.0567	-0.0193	-0.2509
Si	0	0	30.3563	0.0848	-0.0014	-0.0264
Si	5.469	0	30.3563	0.0174	0.0201	-0.0002
Si	2.7345	2.7345	30.3563	0.0306	-0.0701	-0.006
Si	8.2035	2.7345	30.3563	-0.01	-0.0078	-0.0056
Si	0	5.469	30.3563	0.0025	0.0276	0.0069
Si	5.469	5.469	30.3563	0.1018	0.0092	-0.0128
Si	2.7345	8.2035	30.3563	0.0293	0.0132	-0.0117
Si	8.2035	8.2035	30.3563	0.0134	-0.0476	-0.0235
Si	1.3673	1.3673	31.7236	-0.0627	0.0322	-0.0063
Si	6.8362	1.3673	31.7236	-0.0062	0.0269	-0.0091
Si	4.1018	4.1018	31.7236	-0.0374	0.0336	-0.0232
Si	9.5708	4.1018	31.7236	-0.0051	-0.0361	-0.0171
Si	1.3673	6.8362	31.7236	0.0302	0.0324	-0.0111
Si	6.8362	6.8362	31.7236	-0.042	0.0386	-0.0129
Si	4.1018	9.5708	31.7236	-0.031	-0.0134	-0.0201
Si	9.5708	9.5708	31.7236	-0.0185	0.0197	-0.0305
Si	2.7345	0	0.6835	0.0409	-0.007	0.0292
Si	8.2035	0	0.6835	0.045	-0.0922	0.0347
Si	0	2.7345	0.6835	-0.0028	0.0332	0.0057
Si	5.469	2.7345	0.6835	0.0453	-0.057	-0.0001
Si	2.7345	5.469	0.6835	0.0425	-0.0479	0.039
Si	8.2035	5.469	0.6835	-0.0092	0.0495	0.0259
Si	0	8.2035	0.6835	0.0145	-0.0478	-0.0027
Si	5.469	8.2035	0.6835	0.0253	-0.0034	0.0171
Si	4.1018	1.3673	2.0507	-0.009	0.0429	0.0164
Si	9.5708	1.3673	2.0507	0.081	0.1037	0.0409
Si	1.3673	4.1018	2.0507	-0.1289	-0.0782	-0.0002
Si	6.8362	4.1018	2.0507	-0.1281	-0.0853	0.0012
Si	4.1018	6.8362	2.0507	-0.0562	0.0417	-0.0244
Si	9.5708	6.8362	2.0507	-0.0083	0.1014	-0.0058
Si	1.3673	9.5708	2.0507	-0.0482	-0.0476	0.0152
Si	6.8362	9.5708	2.0507	-0.0161	0.0238	-0.0008
Si	0	0	3.418	0.2973	0.1826	0.3944
Si	5.469	0	3.418	0.348	0.196	-0.3127
Si	2.7345	2.7345	3.418	-0.2018	-0.2637	-0.1913
Si	8.2035	2.7345	3.418	0.0694	0.1415	0.219
Si	0	5.469	3.418	-0.1093	-0.2947	0.1044
Si	5.469	5.469	3.418	-0.1393	-0.3309	0.1715
Si	2.7345	8.2035	3.418	-0.2994	-0.3873	-0.4534
Si	8.2035	8.2035	3.418	0.304	-0.0552	-0.2713
Si	1.4762	1.3414	4.8734	-0.0109	-0.0165	0.0032
Si	6.8308	1.3839	4.7986	-0.0255	-0.0087	0.011
Si	3.9854	4.0971	4.8019	-0.0027	0.0404	0.0241
Si	9.6094	4.0494	4.8538	-0.0049	0.0149	-0.0047
Si	1.376	6.7986	4.7728	-0.0124	0.0022	0.0153
Si	6.9622	6.7221	4.7307	0.0418	-0.0263	0.0762
Si	4.1682	9.4898	4.6688	0.0019	0.0129	-0.0004
Si	9.5546	9.5909	4.7763	0.005	-0.0004	0.0885
Si	2.9596	-0.1809	6.1537	0.0243	0.0026	0.0131
Si	8.1576	0.0165	6.2023	0.0455	0.0001	0.003
Si	0.0055	2.6581	6.282	-0.0011	-0.0239	-0.0217
Si	5.3989	2.7329	6.124	0.0353	0.0001	0.0405
Si	2.5402	5.3648	6.2518	0.0089	-0.0337	-0.0195
Si	8.2764	5.4157	6.2828	0.0124	0.0526	0.0045
Si	0.0287	8.1776	6.0841	0.0149	0.0252	-0.0419
Si	5.4871	8.0677	5.9004	-0.0335	-0.0218	-0.0032
Si	4.311	1.1743	7.6099	-0.1884	-0.0245	-0.2812
Si	9.9154	0.9374	7.5484	-0.0087	-0.035	0.025
Si	0.9668	4.2127	7.793	-0.0816	0.1336	0.1613
Si	6.5033	4.3258	7.4207	0.0049	0.0288	-0.0012
Si	4.3084	6.5533	7.1992	0.0066	0.0203	0.0671
Si	9.327	7.216	7.4656	-0.3669	0.2145	0.2696
Si	1.3292	9.6345	7.411	-0.0645	0.0094	-0.0065
Si	6.862	9.3162	7.2951	0.3655	-0.3565	0.4713
O	9.5931	6.8671	24.4251	-0.0054	0.0042	0.04
O	3.9791	1.5206	24.5658	0.0051	0.0046	0.045
O	8.0611	8.2464	7.616	-0.1315	0.1463	-0.1564
O	2.9434	1.5254	8.4518	0.0764	-0.0685	0.0323
O	6.8045	4.1113	24.421	-0.0041	0.0055	0.0466
O	1.3636	9.624	24.4092	-0.0079	0.0002	0.0429
O	5.4353	5.5195	7.8277	-0.0197	-0.0135	-0.044
O	0.1908	-0.1553	7.5471	0.0068	0.0213	0.0181
O	6.782	3.4504	8.8036	-0.0328	-0.0532	-0.0375
O	6.1735	9.6588	8.778	0.1527	0.2348	-0.0965
O	9.8181	7.3227	9.0519	-0.0108	0.0112	-0.1794
O	1.8216	9.186	8.9301	0.0276	-0.0409	-0.0187
O	5.4345	1.1129	9.2275	0.0927	-0.0088	0.1397
O	1.7202	3.6811	9.1525	-0.012	-0.0081	-0.0881
O	9.7391	1.1386	9.1433	-0.0196	0.0009	-0.0075
O	3.7405	7.5199	8.3753	-0.0026	-0.0619	-0.0457
O	7.8753	8.5876	23.4267	0.007	-0.0118	0.0313
O	8.4717	2.212	23.6007	0.0025	0.0036	0.0124
O	5.0278	5.9113	23.6139	0.0009	-0.0003	0.0134
O	2.2691	3.2964	23.6511	-0.0021	0.0012	0.021
O	10.6046	0.6161	23.6601	0.007	-0.0034	0.0146
O	0.4078	5.1687	23.5338	-0.0019	0.0013	0.0205
O	3.1679	7.8437	23.5656	0.0032	-0.0016	0.0142
O	5.5094	14.1349	19.2039	-0.0008	0.0004	0.005
Si	11.398	2.3873	20.7942	0.0063	-0.0085	-0.028
Si	7.8397	9.4014	22.0095	-0.0043	0.0012	-0.0354
Si	2.2822	5.174	13.5561	-0.0106	0.0064	0.0205
Si	12.271	7.4	16.8011	-0.0035	-0.0003	-0.0166
Si	-0.099	-4.6754	9.7291	-0.0673	-0.0349	-0.0276
Si	10.9001	8.9057	14.7382	-0.0029	0.0008	-0.0113
Si	-1.3822	-4.9712	17.6963	-0.0108	-0.0065	-0.0175
Si	1.6219	4.4637	22.7104	-0.0045	-0.013	-0.0216
Si	4.6119	10.9719	16.9591	0.0011	0.0103	-0.0156
Si	6.8766	5.8902	16.3196	0.0024	-0.0363	-0.0386
Si	5.7321	2.7563	9.8493	0.0902	0.193	0.26
Si	2.7882	9.2593	18.6544	-0.0009	-0.0002	-0.0123
Al	7.7382	3.6746	11.6712	0.0401	0.4737	0.0484
Si	9.0883	1.1928	10.6406	-0.0355	0.0676	0.0427
Si	9.0771	1.647	15.9108	-0.0187	0.0266	-0.0247
Si	2.648	4.712	16.5721	-0.0074	0.0026	-0.0102
Si	-3.8735	3.4823	14.593	0.0812	0.0465	-0.0941
Si	6.2446	10.7008	10.0318	0.1765	-0.2859	-0.1104
Si	16.0479	4.5462	18.3886	0.0078	-0.0005	-0.0169
Si	4.9548	7.2226	19.8363	0.0068	-0.0005	-0.0402
Si	-1.5498	1.1835	22.7315	0.0023	0.0038	-0.025
Si	2.1449	2.3621	12.5538	-0.0214	0	0.0623
Si	5.4522	10.9717	21.9244	-0.0101	0.0034	-0.0398
Si	0.0928	6.9128	12.7249	-0.0128	-0.0211	0.0042
Si	13.7417	2.6201	9.6659	-0.0417	0.0984	0.1101
Si	10.9672	3.2649	17.7885	-0.0037	-0.0081	-0.0187
Si	8.0811	7.9875	19.3665	-0.0041	-0.0007	-0.0217
Si	-6.3003	1.5094	14.3331	0.0124	0.0405	0.0032
Si	-2.2376	-1.2137	16.7163	0.0043	0.0198	-0.0185
Si	2.8899	7.8646	12.3723	-0.0275	-0.0114	0.0454
Si	-5.7928	1.6414	19.4587	0.001	-0.0019	-0.0203
Si	-0.3851	0.6755	13.2933	-0.0186	0.0131	0.0257
Si	3.8801	6.6437	22.7173	0.0069	0.0031	-0.0159
Si	2.7558	0.4208	20.7163	0.0016	0.0059	-0.0199
Si	13.5238	7.8289	9.4534	-0.0621	-0.0559	0.0126
Si	6.2474	8.7062	15.3439	0.0109	0.0046	0.0123
Si	5.1011	-1.1739	12.879	-0.0187	0.009	0.0919
O	6.4436	5.1418	17.6965	-0.0034	0.0018	0.0008
O	-0.4792	-4.7142	11.3314	0.0368	0.0353	-0.0102
O	6.5649	4.9595	15.0582	0.0082	-0.0327	0.0184
O	2.2069	10.029	19.9627	0.0027	-0.001	0.0048
O	-0.2604	5.0272	8.6014	0.1273	-0.0477	-0.0191
O	1.0202	3.8208	21.3455	0.0082	0.0146	0.0234
O	1.4837	6.6338	9.5672	0.0862	0.0936	-0.0263
O	-5.5925	0.2286	13.6311	-0.0046	-0.0192	-0.0272
O	14.1849	6.4353	13.1078	-0.0011	0.0059	-0.0155
O	8.5859	11.3387	16.8523	0.0023	-0.033	0.0073
O	5.3333	9.7472	16.1874	-0.0052	0.0092	0.007
O	-1.4893	1.1327	14.4038	0.0273	-0.0223	-0.0178
O	2.3062	3.9842	12.4393	0.0078	-0.013	-0.0218
O	5.9796	8.6659	13.7214	-0.0014	0.0082	-0.0142
O	2.7244	4.4839	14.9578	-0.0003	0.0061	-0.0048
O	6.2994	2.683	11.3204	-0.484	-0.1636	-0.3758
O	3.2712	1.7651	13.5231	-0.0009	-0.0018	-0.0126
O	14.9438	4.1586	17.2596	0.0005	0.0016	0.01
O	-3.093	13.6456	15.8226	0.011	-0.0213	0.0424
O	0.737	5.7122	13.6316	0.0076	0.0052	-0.0127
O	7.7753	9.1917	15.498	-0.0062	0.0037	0.0069
O	0.3227	2.4482	19.1758	0.0021	0.0009	0.0181
O	4.5497	5.7014	19.3912	0.0014	0.0077	0.0133
F	7.5062	5.2149	11.0251	0.0556	-0.0073	-0.0388
O	10.8975	6.6127	17.0817	0.0009	0.0061	0.0059
O	2.7479	5.5548	22.2857	0.0004	0.0021	0.01
O	9.0311	6.7016	19.0551	0.0022	0.005	0.0087
O	1.268	7.9807	12.2867	0.0254	0.0047	-0.0251
O	-5.4191	0.6768	18.1796	-0.0088	0.0002	0.0083
O	7.6873	0.3094	10.4593	-0.1367	-0.0098	-0.1076
O	11.2504	-0.6923	13.8732	-0.012	0.0174	-0.0151
O	4.2399	3.4009	9.7589	-0.0344	-0.0953	-0.0519
O	4.0627	8.3255	19.0421	-0.0003	-0.0031	0.0112
O	8.4709	6.1643	16.496	0.0069	0.0004	0.0139
O	1.4082	3.9059	17.2266	0.0039	0.0033	0.005
O	-0.8353	7.8283	13.7331	0.0158	0.0045	0.0027
O	5.6555	2.7389	14.2573	-0.0519	-0.0318	0.0032
O	2.5526	6.3219	16.8065	-0.0041	0.0039	0.0016
O	9.8595	4.4211	18.0974	-0.0036	0.0125	0.0066
O	4.2542	1.1973	15.8861	0.006	-0.0205	0.0087
O	3.4154	7.9196	10.832	-0.0133	0.0142	-0.0245
O	3.5666	-1.742	13.0252	0.0105	0.0046	-0.022
O	8.5398	10.8566	22.1854	0.0039	0.0047	0.0127
O	-2.8973	3.6417	13.3522	-0.063	0.0016	0.4524
O	9.9586	2.0306	21.4675	-0.0103	-0.0035	0.0265
O	8.5727	8.5859	20.807	-0.0045	0.008	0.0233
O	-5.0288	1.1856	20.8431	-0.0004	-0.0047	0.0167
O	5.4741	-0.9075	11.2918	0.0181	0.0459	-0.0992
O	1.3127	8.1608	15.3379	-0.0003	-0.0007	0.0075
O	2.3678	1.8342	11.0109	0.0422	0.0306	-0.0669
O	6.5181	7.534	19.4961	-0.006	0.0005	0.0114
O	1.5602	-2.5292	18.0471	0.0069	0.0073	0.0088
O	1.4757	12.1478	21.3019	-0.0023	0.0035	0.0134
O	9.0035	2.7459	10.9683	0.3038	-0.4307	-0.252
O	3.2263	-0.5597	17.5603	0.0018	-0.0002	0.0069
O	8.3017	-1.8604	18.1601	0.001	-0.0015	0.0129
O	10.1726	-1.6269	16.149	-0.0189	0.002	0.0097
O	-0.5432	2.2763	16.6351	0.0101	0.0044	0.0118
O	0.7117	1.8722	13.1202	0.0252	-0.0094	-0.0359
O	6.2817	-1.3199	21.5381	0.0084	-0.0071	0.0196
O	15.5397	7.2932	21.4258	-0.0098	-0.0054	0.0337
O	5.8961	0.2611	23.4797	-0.0094	0.0079	0.0472
O	-4.8979	7.2632	16.0622	-0.0023	0.0158	-0.0023
O	3.535	1.4704	19.7273	0.0007	-0.0023	0.0066
O	3.8226	-0.1	21.855	0.0021	-0.0035	0.0113
O	9.9002	0.3759	11.8185	0.0073	-0.0124	-0.0204

Results
free energy: -137771.753 eV
free energy less fixed offsets of Al -1619.15, F -1619.15, O -568.88, Si -635.61 eV per atom: -2.613 eV

The program warned: the cutoff lies below the one the program advises for these potential files; the exchange-correlation potential is rough where the density is thin.
